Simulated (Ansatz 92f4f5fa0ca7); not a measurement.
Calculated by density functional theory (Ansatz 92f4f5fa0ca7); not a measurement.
Periodic cell of 442 atoms, Si288O154, from a study of silicon, its oxide and their interface. The atomic structure is a simulated model.
Doubt: the cutoff is far below the 930 eV that the study's wrapper takes by default for these files, so forces and energies are approximate.
This geometry differs little from another in the collection (a relaxation step or a small displacement).

Settings: functional PBE; potential files Ansatz PAW; basis plane waves; wave-function cutoff 580 eV; density cutoff ratio 5; exchange-correlation grid ratio 1; k mesh 1 x 1 x 1, Gamma-centred; self-consistency stop 5e-08 eV per atom in the density residual; occupations fixed; spin none; net charge 0.

Cell vectors (angstrom)
a	15.4687	0	0
b	0	15.4687	0
c	1.9412	-0.3715	33.74

Atoms and the computed forces on them: element, x, y, z (angstrom), force x, y, z (eV/angstrom)
Si	1.558	-0.942	24.565	-0.006	0.005	0.002
Si	1.923	3.786	24.817	0.003	-0.014	-0.002
Si	1.93	6.955	24.824	-0.001	-0.011	0
Si	1.885	-4.026	25.086	-0.007	-0.029	0.003
Si	5.977	-0.639	24.875	-0.008	-0.024	-0.001
Si	5.76	3.749	24.982	0	0.02	0.023
Si	5.79	6.885	24.958	0.005	-0.006	-0.02
Si	5.797	-3.81	24.873	-0.004	-0.03	-0.003
Si	9.752	-0.706	24.877	0.012	-0.003	0.008
Si	9.625	3.837	24.883	0.005	-0.006	-0.003
Si	9.662	6.979	24.933	-0.002	0.007	0
Si	9.663	-3.836	25.001	0.008	0.001	-0.024
Si	-1.849	-0.832	24.784	0.017	-0.001	0.014
Si	-2.03	4.345	24.668	0.004	-0.006	0.001
Si	-1.98	6.811	24.925	0.007	0.015	0.008
Si	-1.923	-3.953	25.072	-0.003	-0.007	0.001
Si	4.047	-0.304	26.167	-0.006	0.005	-0.004
Si	3.802	3.518	26.25	0.009	0.022	0.005
Si	3.836	7.293	26.21	-0.009	-0.018	-0.001
Si	3.903	-4.203	26.246	0.006	0.001	0.002
Si	7.848	-0.398	26.25	-0.004	-0.003	0.006
Si	7.731	3.524	26.261	-0.007	0.012	0.008
Si	7.727	7.288	26.25	0.003	-0.015	0.005
Si	7.703	-4.172	26.243	-0.002	0.005	0.005
Si	11.697	-0.387	26.124	0	-0.016	0.001
Si	11.641	3.586	26.092	-0.004	0.006	0.008
Si	11.6	7.31	26.246	-0.007	-0.012	0.002
Si	11.582	-4.176	26.314	0	0.012	0.006
Si	-0.033	-0.484	26.227	-0.001	-0.004	-0.004
Si	-0.115	3.552	25.997	0.008	0.002	0.014
Si	-0.017	7.298	26.165	0.005	-0.016	0.003
Si	-0.019	-4.214	26.407	-0.005	-0.014	0.017
Si	3.901	1.578	27.584	-0.001	-0.005	-0.001
Si	3.824	5.421	27.646	0.001	-0.002	-0.016
Si	3.893	9.276	27.539	0	0.002	0.006
Si	3.867	-2.251	27.575	-0.006	-0.003	0.004
Si	7.778	1.563	27.573	0.002	0.001	-0.001
Si	7.734	5.415	27.674	-0.001	-0.01	-0.009
Si	7.725	9.293	27.537	-0.001	0.006	0.007
Si	7.751	-2.29	27.662	0.015	0.001	-0.003
Si	11.672	1.596	27.451	-0.007	0.011	-0.002
Si	11.594	5.406	27.63	-0.015	0	-0.005
Si	11.596	9.29	27.57	-0.001	-0.001	0.002
Si	11.631	-2.243	27.641	-0.01	0.013	-0.018
Si	-0.014	1.583	27.425	0.004	0.002	-0.003
Si	-0.015	5.381	27.558	0.017	-0.001	0.001
Si	-0.005	9.23	27.582	0.001	-0.003	0.005
Si	0.009	-2.295	27.725	0.001	0.016	0.009
Si	1.917	1.566	28.893	-0.005	0.001	0.001
Si	1.897	5.419	28.973	-0.018	0.004	-0.002
Si	1.952	9.285	28.929	-0.008	0.003	-0.001
Si	1.972	-2.293	28.991	0	0	0.011
Si	5.837	1.564	28.949	-0.001	0.002	0.005
Si	5.779	5.427	28.981	-0.004	-0.001	0.003
Si	5.808	9.287	28.936	0.001	0.001	-0.003
Si	5.793	-2.286	28.966	-0.003	0	0.005
Si	9.736	1.568	28.904	0	-0.004	0
Si	9.674	5.421	28.994	0.013	0.003	0.001
Si	9.657	9.292	28.932	0.005	0.003	-0.001
Si	9.691	-2.294	28.987	-0.007	-0.005	0.003
Si	-1.902	1.563	28.893	0.003	-0.005	0.009
Si	-1.926	5.421	28.959	-0.002	0.004	0.007
Si	13.531	9.283	28.948	0.003	0.005	0.004
Si	-1.936	-2.295	29.013	0.007	-0.003	0.013
Si	1.941	-0.371	30.321	-0.062	0.295	-0.03
Si	1.941	3.496	30.321	-0.115	-0.214	-0.1
Si	1.941	7.363	30.321	-0.061	0.012	-0.025
Si	1.941	11.23	30.321	0.074	-0.122	-0.067
Si	5.808	-0.371	30.321	-0.01	0.12	0.09
Si	5.808	3.496	30.321	0.026	-0.071	0.101
Si	5.808	7.363	30.321	-0.011	0.046	0.056
Si	5.808	11.23	30.321	-0.067	-0.013	-0.128
Si	9.676	-0.371	30.321	0.105	0.262	-0.021
Si	9.676	3.496	30.321	0.11	-0.232	0.021
Si	9.676	7.363	30.321	-0.02	0.096	0.038
Si	9.676	-4.239	30.321	0.068	-0.096	-0.033
Si	-1.926	-0.371	30.321	-0.011	0.342	0.046
Si	-1.926	3.496	30.321	0.065	-0.163	-0.159
Si	13.543	7.363	30.321	-0.043	-0.081	0.011
Si	13.543	11.23	30.321	-0.039	-0.175	0.08
Si	1.934	0	3.417	0.062	0.057	0.042
Si	1.934	3.867	3.417	0.026	-0.34	-0.002
Si	1.934	7.734	3.417	0.01	0.293	-0.28
Si	1.934	11.602	3.417	-0.065	-0.01	-0.089
Si	5.801	0	3.417	0.162	0.184	0.164
Si	5.801	3.867	3.417	0.162	-0.421	0.072
Si	5.801	7.734	3.417	0.051	0.231	-0.223
Si	5.801	11.602	3.417	0.091	-0.058	-0.059
Si	9.668	0	3.417	-0.144	0.218	0.166
Si	9.668	3.867	3.417	-0.195	-0.376	0.214
Si	9.668	7.734	3.417	-0.01	0.128	-0.105
Si	9.668	-3.867	3.417	-0.051	0.039	0.027
Si	-1.934	0	3.417	-0.035	0.207	0.035
Si	-1.934	3.867	3.417	-0.049	-0.266	0.05
Si	-1.934	7.734	3.417	-0.076	0.218	-0.18
Si	-1.934	11.602	3.417	0.039	-0.099	-0.016
Si	1.978	1.912	4.833	-0.001	-0.002	0.006
Si	1.916	5.809	4.71	0.006	-0.002	-0.005
Si	1.905	9.678	4.79	-0.001	0.001	0.002
Si	1.948	-1.935	4.769	0.015	0.003	-0.003
Si	5.849	1.918	4.872	-0.002	0.002	-0.003
Si	5.813	5.8	4.713	0.014	-0.003	-0.008
Si	5.811	9.67	4.793	0.002	0.006	0.002
Si	5.821	-1.933	4.762	0.008	-0.004	-0.001
Si	9.622	1.912	4.881	-0.002	0.003	-0.005
Si	9.661	5.797	4.743	-0.007	-0.003	-0.003
Si	9.669	9.672	4.79	0.003	0.005	-0.006
Si	9.65	-1.919	4.772	-0.007	-0.005	-0.012
Si	-1.982	1.929	4.842	-0.002	-0.003	0.005
Si	-1.952	5.807	4.728	-0.014	0	0
Si	-1.927	9.667	4.804	-0.004	0.001	0.005
Si	-1.895	-1.928	4.752	-0.007	0.003	-0.009
Si	0.002	1.926	6.151	0.001	0.002	-0.006
Si	-0.016	5.897	6.029	0	0.012	0.003
Si	-0.009	9.695	6.208	0	-0.007	-0.003
Si	0.028	-1.936	6.135	-0.003	-0.005	0.022
Si	3.935	1.852	6.264	0	-0.006	0.003
Si	3.865	5.763	5.986	-0.01	0.001	0.011
Si	3.849	9.684	6.118	-0.001	-0.001	0.006
Si	3.897	-1.952	6.104	-0.009	-0.002	0.018
Si	7.726	1.862	6.409	0.001	-0.001	0.001
Si	7.721	5.798	6.073	-0.011	0.002	0.003
Si	7.749	9.68	6.178	-0.002	-0.006	0
Si	7.718	-1.934	6.172	-0.002	0.007	-0.006
Si	-3.935	1.93	6.294	0.003	0	0.007
Si	-3.877	5.759	6.077	0.013	0.001	0.008
Si	-3.87	9.656	6.161	-0.002	0.007	-0.005
Si	-3.845	-1.889	6.047	0.001	0.003	0.018
Si	0.043	-0.017	7.532	-0.005	-0.011	-0.019
Si	-0.02	3.972	7.323	-0.006	0	-0.005
Si	-0.046	7.74	7.542	0.002	-0.006	-0.003
Si	0.007	-3.834	7.579	0.004	0.025	-0.018
Si	3.988	-0.164	7.653	-0.014	0.001	-0.007
Si	3.889	3.912	7.438	0.011	0.009	-0.004
Si	3.816	7.678	7.318	0.006	-0.003	0
Si	3.909	-3.855	7.491	0.009	0.007	-0.004
Si	7.668	-0.221	7.849	0.009	-0.004	-0.006
Si	7.753	3.988	7.585	0.005	0.007	-0.002
Si	7.73	7.71	7.466	0.015	0.003	0.001
Si	7.729	-3.852	7.548	-0.001	0.009	-0.002
Si	-3.916	-0.092	7.594	0.012	-0.006	-0.006
Si	-3.955	3.948	7.614	-0.008	0.008	-0.003
Si	-3.92	7.662	7.448	0.007	-0.008	0.003
Si	-3.873	-3.799	7.397	0.003	0.009	-0.007
Si	1.995	-0.369	8.867	0.016	-0.001	0.01
Si	1.903	4.259	8.628	0.002	-0.002	-0.022
Si	1.968	7.365	8.723	0.001	-0.006	0.004
Si	2.005	-3.512	8.837	-0.007	-0.006	0.014
Si	5.699	-1.077	9.182	-0.007	0	0.034
Si	5.758	4.424	8.786	-0.013	0.009	0.017
Si	5.707	7.552	8.654	-0.015	-0.029	-0.004
Si	5.792	-3.547	8.893	-0.005	-0.009	-0.006
Si	-5.768	-0.918	8.901	-0.005	0.008	-0.011
Si	-5.854	4.71	8.903	0.006	-0.001	0
Si	-5.824	7.251	8.776	-0.013	0.001	-0.012
Si	-5.738	-3.435	8.764	-0.002	-0.025	-0.006
Si	-1.902	-0.354	8.833	-0.002	0.01	0.006
Si	-1.884	4.258	8.711	0.013	-0.012	0
Si	-2.032	7.374	8.813	0.002	-0.003	0.008
Si	-2.006	-3.491	8.799	0.003	-0.014	0.011
Si	6.096	-5.381	10.485	-0.005	-0.002	-0.004
Si	6.117	1.102	23.202	-0.02	0.008	-0.006
Si	3.875	-0.371	31.688	0.012	0.155	-0.004
Si	3.875	3.496	31.688	0.021	-0.095	-0.012
Si	3.875	7.363	31.688	0.018	0.012	0.001
Si	3.875	11.23	31.688	-0.005	-0.084	0.007
Si	7.742	-0.371	31.688	-0.029	0.095	-0.008
Si	7.742	3.496	31.688	-0.024	-0.071	0
Si	7.742	7.363	31.688	0	0.012	0.004
Si	7.742	-4.239	31.688	0.007	0.002	-0.019
Si	-3.86	-0.371	31.688	0.002	0.101	0.014
Si	-3.86	3.496	31.688	-0.016	-0.068	0.004
Si	11.609	7.363	31.688	0.017	0.026	0.012
Si	11.609	11.23	31.688	0.001	-0.105	0.02
Si	0.008	-0.371	31.688	-0.006	0.063	0.002
Si	0.008	3.496	31.688	0.004	-0.085	0.004
Si	0.008	7.363	31.688	0.006	0.083	0.008
Si	0.008	-4.239	31.688	-0.014	-0.035	-0.004
Si	3.875	1.562	33.056	-0.012	-0.008	0.026
Si	3.875	5.429	33.056	0	-0.013	-0.007
Si	3.875	9.296	33.056	-0.013	0.008	0.017
Si	3.875	-2.305	33.056	-0.018	0.013	-0.013
Si	7.742	1.562	33.056	-0.003	0.007	0.019
Si	7.742	5.429	33.056	0.035	0	-0.006
Si	7.742	-6.172	33.056	-0.001	-0.004	0.006
Si	7.742	-2.305	33.056	0.023	-0.006	-0.013
Si	-3.86	1.562	33.056	-0.014	-0.013	0.02
Si	11.609	5.429	33.056	-0.008	0.001	-0.007
Si	11.609	9.296	33.056	0.006	0.024	0.011
Si	-3.86	-2.305	33.056	0.01	0.001	-0.016
Si	0.008	1.562	33.056	0.006	-0.005	0.02
Si	0.008	5.429	33.056	0.001	-0.038	-0.005
Si	0.008	-6.172	33.056	-0.004	0.003	0.017
Si	0.008	-2.305	33.056	-0.005	0.029	-0.007
Si	0	1.934	0.683	0.005	0.004	-0.027
Si	0	5.801	0.683	0.007	0.029	0.027
Si	0	9.668	0.683	0.002	0.004	-0.015
Si	0	-1.934	0.683	-0.025	-0.021	0.013
Si	3.867	1.934	0.683	-0.005	0.009	-0.02
Si	3.867	5.801	0.683	0.021	-0.002	0.01
Si	3.867	9.668	0.683	0.014	-0.019	-0.024
Si	3.867	-1.934	0.683	0.019	0.009	0.008
Si	7.734	1.934	0.683	0.006	0.01	-0.023
Si	7.734	5.801	0.683	-0.006	-0.002	0.015
Si	7.734	-5.801	0.683	0.025	0	-0.016
Si	7.734	-1.934	0.683	0.014	-0.005	0.005
Si	-3.867	1.934	0.683	0.001	-0.004	-0.015
Si	11.602	5.801	0.683	-0.027	0.03	0.013
Si	11.602	9.668	0.683	-0.031	-0.014	-0.016
Si	-3.867	-1.934	0.683	-0.02	-0.018	0.004
Si	0	0	2.05	-0.008	0.152	0.006
Si	0	3.867	2.05	0.001	-0.212	0
Si	0	7.734	2.05	0.012	0.042	-0.014
Si	0	11.602	2.05	0.006	-0.025	-0.019
Si	3.867	0	2.05	-0.03	0.069	0.019
Si	3.867	3.867	2.05	-0.015	-0.104	0.018
Si	3.867	7.734	2.05	-0.006	0.113	-0.017
Si	3.867	11.602	2.05	-0.009	-0.051	0.001
Si	7.734	0	2.05	-0.004	0.085	-0.022
Si	7.734	3.867	2.05	-0.004	-0.123	-0.023
Si	7.734	7.734	2.05	-0.01	0.06	-0.023
Si	7.734	-3.867	2.05	-0.007	-0.048	-0.024
Si	-3.867	0	2.05	0.021	0.038	0.02
Si	-3.867	3.867	2.05	0.032	-0.133	0.018
Si	11.602	7.734	2.05	0.018	0.112	-0.016
Si	11.602	11.602	2.05	-0.004	0.012	0.007
Si	4.493	5.89	15.796	-0.014	-0.001	-0.004
Si	2.527	9.41	13.663	-0.013	-0.003	-0.029
Si	1.525	9.618	10.737	-0.003	-0.007	-0.017
Si	5.414	1.297	18.039	0.007	-0.001	-0.005
Si	6.393	3.621	11.638	-0.007	0.004	-0.032
Si	9.428	3.8	11.1	0.004	-0.005	-0.004
Si	7.739	-0.399	14.017	0.006	0.004	-0.013
Si	9.019	8.38	16.507	-0.009	-0.004	0.003
Si	6.623	6.193	13.424	-0.007	-0.001	-0.024
Si	9.286	-5.768	10.772	0.014	-0.009	-0.012
Si	-3.845	2.083	12.517	0.001	-0.003	-0.023
Si	-2.8	-1.31	15.986	0.008	0.005	-0.004
Si	11.504	-1.066	18.852	-0.007	-0.024	0.008
Si	-2.548	-5.127	13.623	0.011	-0.001	-0.039
Si	3.694	-3.052	14.185	-0.009	0.006	-0.01
Si	1.745	2.003	10.925	0.015	-0.011	0.009
Si	1.95	-1.848	16.484	-0.008	0.007	-0.001
Si	-0.976	5.381	15.543	0.008	0	-0.024
Si	2.228	-5.973	19.83	-0.004	0.004	0.007
Si	5.44	9.026	13.259	-0.003	-0.008	-0.023
Si	3.608	2.982	16.091	-0.011	0.024	0.007
Si	0.413	-3.85	18.233	0.007	-0.004	0.006
Si	0.323	4.217	19.931	0.005	0.006	0.01
Si	4.052	1.998	13.042	0.005	0.005	-0.026
Si	11.093	1.835	20.179	0.003	-0.006	0.009
Si	-0.436	0.134	16.777	0.007	0.006	-0.024
Si	-5.434	-0.413	12.041	0.006	-0.005	-0.017
Si	-1.575	9.67	10.773	0	-0.004	-0.021
Si	-5.783	5.856	13.51	0.009	0.003	-0.019
Si	1.524	7.059	15.473	-0.01	-0.015	-0.022
Si	-4.245	-2.665	13.64	0.004	0.002	-0.026
Si	-1.919	-4.251	16.422	-0.003	0.003	-0.001
Si	4.149	0.888	20.706	-0.005	-0.006	-0.002
Si	-1.324	1.973	10.925	-0.015	-0.004	-0.017
Si	8.876	-3.09	15.277	0.002	0.007	-0.01
Si	4.213	-1.265	18.628	-0.002	-0.008	-0.003
Si	0.558	3.076	17.131	-0.004	-0.006	-0.025
Si	8.08	0.914	16.76	0.004	0	0.003
Si	0.631	7.105	18.593	0.004	0.009	0.001
Si	8.793	-1.972	18.072	-0.004	-0.003	0.016
Si	10.231	3.073	17.383	-0.009	0.003	-0.011
Si	6.146	-4.402	15.464	0.006	0.001	0
Si	6.475	7.355	17.758	0.003	-0.007	0.006
Si	11.4	-5.801	17.818	0	0.003	-0.006
Si	5.007	-0.92	12.432	-0.007	0	-0.015
Si	9.011	5.789	17.975	-0.014	0	-0.001
Si	-2.251	7.08	17.789	0.004	0.003	-0.004
Si	-1.062	-1.365	19.51	-0.005	-0.011	0.015
Si	1.601	2.447	21.947	0.001	0.002	0.028
Si	6.12	9.245	22.817	-0.005	-0.008	0.005
Si	1.439	9.226	22.776	0.009	-0.016	-0.009
Si	6.193	-3.615	18.549	0.002	0.006	0.015
Si	-3.695	4.026	14.94	0.022	0.009	-0.015
Si	5.286	-6.119	19.873	0.007	-0.004	0.005
Si	11.516	9.134	20.75	0.005	0.002	0.024
Si	9.22	1.512	22.712	0.013	0.008	0.02
Si	9.277	-6.146	22.835	0.002	0.002	0.012
Si	11.399	6.056	19.88	-0.008	-0.002	0.009
Si	-5.266	8.82	13.622	-0.008	0.006	-0.037
Si	-0.285	0.075	22.318	0	-0.005	0.013
Si	-2.506	3.914	21.436	0	0.007	0.019
Si	-1.684	9.136	22.873	-0.006	0.006	0.014
O	2.92	-0.108	24.935	0.012	-0.007	-0.003
O	2.127	0.579	10.218	-0.006	-0.027	-0.011
O	4.825	-2.755	18.797	0.003	-0.004	-0.004
O	5.6	-5.319	12.062	0	0.004	0.009
O	1.939	5.795	9.252	0.003	0.023	0.02
O	-4.048	2.772	13.965	0	-0.003	0.011
O	2.204	8.304	10.06	0	-0.005	0.001
O	1.953	-1.947	9.395	-0.006	0.001	0.009
O	5.724	6.014	9.286	0.007	-0.008	-0.005
O	2.727	-2.092	15.077	0.011	-0.007	0
O	5.667	3.542	10.178	-0.001	0.006	-0.009
O	5.488	8.702	9.829	0.004	0.017	0.015
O	-4.822	5.168	14.627	-0.009	0.003	0.003
O	6.359	-0.921	13.347	-0.017	-0.001	0.007
O	5.755	9.657	14.74	-0.002	-0.002	0.005
O	11.538	3.483	16.473	0	0	0.005
O	2.067	3.192	16.551	-0.005	0	0.007
O	-5.486	-4.445	10.091	0.003	0.023	0.006
O	-1.787	0.595	10.178	0.003	-0.019	-0.002
O	2.784	2.404	12.104	-0.009	0.001	0.017
O	2.989	6.341	15.341	0.007	0.003	0.012
O	-1.938	5.8	9.331	-0.002	0.013	0.017
O	-2.234	-4.461	10.119	0.004	0.011	-0.002
O	0.81	-0.732	16.2	-0.001	0	0.012
O	1.591	9.515	12.343	0.003	0.002	0.011
O	7.706	-5.57	10.507	-0.016	0	0.006
O	1.347	-4.81	19.13	0	0.001	-0.007
O	-3.782	9.356	14.002	-0.007	-0.003	0.018
O	11.586	7.547	20.465	0.002	0	-0.008
O	9.675	5.041	12.116	-0.003	-0.013	0.003
O	5.496	2.661	12.608	-0.007	-0.002	0.022
O	5.398	-0.824	10.829	0.009	-0.006	-0.027
O	9.22	-2.972	16.856	0.001	-0.003	-0.004
O	2.037	2.818	23.48	0.003	0.008	0.011
O	5.37	-0.336	17.945	0.002	0	0.005
O	-1.629	-4.96	14.97	-0.001	-0.003	0.006
O	0.481	3.088	18.76	-0.001	-0.002	0.007
O	-0.802	-4.699	17.524	0.002	0.001	0.003
O	-2.241	8.306	10.171	-0.001	-0.008	-0.001
O	-1.693	9.698	12.395	-0.005	0.005	0.018
O	0.209	1.894	11.464	0.005	-0.003	0.023
O	-1.79	6.531	16.344	0	-0.005	0.01
O	0.179	1.606	21.944	-0.005	0.002	-0.014
O	9.244	8.803	14.948	0.003	0.004	0.005
O	5.948	8.086	19.1	-0.004	0.004	-0.003
O	5.102	0.688	22.001	0.027	0.002	0.014
O	9.155	4.296	17.368	0.007	-0.005	0.007
O	-4.187	0.501	12.528	-0.006	-0.002	0.018
O	-0.095	1.697	16.624	0.003	0.007	0.015
O	5.778	7.921	23.689	-0.001	-0.025	0.022
O	9.826	-6.008	17.435	0.002	0.003	0.003
O	0.752	5.631	19.261	-0.003	-0.009	-0.001
O	9.701	7.949	23.604	0.001	-0.017	0.002
O	1.564	8.059	19.496	0.002	0	-0.005
O	9.463	1.779	16.751	0.002	0.002	0.007
O	-3.427	-4.598	16.937	0	-0.005	0.007
O	-1.56	3.242	9.948	-0.003	0.02	-0.018
O	-3.672	5.008	21.062	0.004	-0.003	-0.008
O	-2.173	3.937	23.045	-0.003	-0.006	-0.019
O	3.877	8.553	13.309	0.008	0.001	0.019
O	-0.772	-0.257	18.336	-0.003	0.004	0.003
O	9.576	6.882	16.881	0.004	0.001	0.004
O	-2.646	-5.954	21.628	-0.004	-0.004	-0.016
O	-3.055	5.905	18.598	-0.002	-0.003	0.009
O	1.025	-0.561	23.062	0.014	-0.009	0.002
O	-5.727	8.264	10.113	0.008	-0.014	0.009
O	1.35	3.841	21.139	-0.003	0.001	-0.015
O	-1.181	4.271	20.556	-0.006	-0.003	-0.005
O	-0.137	9.126	22.381	-0.001	-0.003	-0.012
O	7.543	0.711	15.212	-0.003	0.002	0.005
O	9.599	-5.777	12.375	0.002	-0.003	0.015
O	5.249	9.065	21.466	0.003	0.002	-0.001
O	5.094	-3.259	14.993	-0.005	-0.001	0.007
O	-3.092	2.445	20.996	0	0	-0.007
O	2.256	-5.823	21.446	-0.001	0.002	-0.005
O	-5.135	7.286	13.122	0	-0.005	0.022
O	7.618	1.274	22.562	-0.011	-0.005	-0.011
O	9.84	0.224	23.512	-0.004	-0.009	0
O	-5.283	-3.615	14.474	0.003	-0.002	0.013
O	1.732	-5.093	23.866	0.004	0.03	0.024
O	2.205	-4.474	10.178	-0.001	0.016	-0.005
O	-3.235	8.32	17.478	-0.003	-0.001	0.011
O	5.49	5.858	14.521	0.009	0	0.008
O	5.709	-4.841	23.584	0	0.031	0.013
O	10.701	2.811	18.926	0.006	-0.001	0.005
O	9.639	5.417	24.365	0	-0.001	-0.014
O	9.851	5.874	19.381	0.008	0.001	-0.001
O	6.212	-4.797	19.657	-0.004	0.002	-0.008
O	1.933	-2.523	24.429	0	0.03	-0.02
O	9.692	-2.292	24.387	-0.005	-0.02	-0.003
O	-1.56	0.028	23.375	-0.021	-0.006	-0.001
O	-3.805	-0.97	17.224	0.001	0	0.003
O	1.956	5.373	24.331	0.003	0.024	-0.009
O	1.951	7.81	23.409	-0.001	-0.021	0.01
O	4.409	4.372	16.364	-0.002	-0.003	-0.001
O	-1.902	-5.154	23.963	0.001	0.018	0.006
O	5.796	5.313	24.377	-0.001	0.004	0
O	1.679	8.559	14.791	0.006	0.008	0.013
O	-0.938	7.569	18.637	-0.002	0	0.002
O	-2.155	4.592	14.688	-0.011	-0.007	0.016
O	8.695	0.128	12.808	0.007	0	0.013
O	9.673	-4.849	23.719	0	0.023	0.022
O	9.558	2.884	23.537	-0.002	0.015	0.006
O	1.831	3.217	9.871	-0.004	0.013	-0.013
O	8.505	-1.626	14.724	0.003	-0.003	0.009
O	6.421	5.164	12.177	0.001	0.001	0.015
O	2.777	1.617	21.184	0.002	-0.001	-0.011
O	-1.893	-2.448	24.353	-0.003	0.007	-0.012
O	6.929	1.73	17.609	-0.001	-0.001	0
O	-5.707	-0.323	10.447	0.002	0.006	0.009
O	2.913	-1.289	17.665	0	-0.001	0.001
O	5.868	-2.237	24.312	0.002	0.04	-0.006
O	-2.059	7.662	23.483	-0.002	-0.015	-0.003
O	-2.264	2.229	12.212	0.009	0.002	0.02
O	4.16	0.381	12.919	0.006	-0.002	0.016
O	0.293	6.158	14.785	0.004	0.003	0.02
O	6.138	-4.363	17.092	-0.001	-0.002	-0.005
O	-3.066	-3.655	13.121	0.002	-0.001	0.019
O	4.304	1.849	17.003	0.01	-0.012	0.008
O	11.478	0.396	19.549	-0.002	0.021	0.003
O	1.178	7.182	17.06	0	0.001	0.008
O	10.101	-6.007	21.457	-0.003	-0.002	-0.005
O	4.974	1.747	19.559	-0.007	-0.001	0.011
O	-0.029	9.65	10.29	-0.003	0.001	0.014
O	6.41	7.747	12.937	-0.003	0.008	0.023
O	8.385	-0.502	17.504	0.001	0.003	-0.003
O	11.55	-5.442	19.393	-0.001	-0.001	-0.003
O	7.955	3.117	11.465	0.01	0	0.014
O	10.069	-1.833	19.103	0.004	0.004	-0.007
O	7.5	-2.664	18.791	-0.001	-0.002	-0.009
O	3.691	2.507	14.539	0.004	-0.009	-0.017
O	-0.67	-0.739	20.962	0.001	0.004	0.003
O	3.769	-5.888	19.309	-0.003	-0.002	-0.003
O	9.846	1.644	21.216	-0.005	0.003	-0.002
O	3.79	-0.583	20.06	0	0.009	0.002
O	-1.874	-2.629	16.276	-0.003	-0.003	0.007
O	7.416	8.374	16.86	0.004	0.004	-0.001
O	7.422	6.097	18.221	0.005	0.003	-0.004
O	-0.322	4.317	16.575	0.004	-0.002	0.013
O	4.101	-2.261	12.789	0.006	0.01	0.012
O	-4.823	2.731	11.364	-0.014	0.006	0.006
O	8.134	6.006	14.043	0.001	0	0.013
O	5.7	2.589	23.797	0.011	-0.007	-0.016
O	7.658	-4.1	14.962	-0.004	-0.007	0.009
O	5.155	6.867	16.925	0.001	-0.001	0.003
O	-0.155	-2.69	19.231	0.001	0.002	-0.006
O	1.292	-3.244	17	0	-0.001	0.007
O	-3.66	-1.502	14.626	-0.009	-0.003	0.004
O	-1.945	-1.93	9.364	0.002	0.002	0.008
O	-5.021	-1.957	12.397	-0.004	0.008	0.015
O	-1.746	-0.085	15.824	0	-0.003	0.01
O	7.703	9.297	22.47	0.005	0.002	-0.011
O	-2.648	-1.814	19.481	0.005	0.003	-0.007
O	2.944	-4.507	14.026	0	-0.004	0.015

Results
free energy: -270675.375 eV
free energy less fixed offsets of O -568.88, Si -635.61 eV per atom: -12.175 eV

The program warned: the cutoff lies below the one the program advises for these potential files; the exchange-correlation potential is rough where the density is thin.
